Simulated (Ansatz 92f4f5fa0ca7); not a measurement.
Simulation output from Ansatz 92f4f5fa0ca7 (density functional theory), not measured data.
Periodic cell of 430 atoms, Si266O164, from a study of silicon, its oxide and their interface. The atomic structure is a simulated model.
Doubt: the cutoff is far below the 930 eV that the study's wrapper takes by default for these files, so forces and energies are approximate.
This geometry differs little from another in the collection (a relaxation step or a small displacement).

Settings: functional PBE; potential files Ansatz PAW; basis plane waves; wave-function cutoff 580 eV; density cutoff ratio 5; exchange-correlation grid ratio 1; k mesh 1 x 1 x 1, Gamma-centred; self-consistency stop 5e-08 eV per atom in the density residual; occupations fixed; spin none; net charge 0.

Cell vectors (angstrom)
a 15.4687 0 0
b 0 12.8259 0
c 0 0 37.5121

Atoms and the computed forces on them: element, x, y, z (angstrom), force x, y, z (eV/angstrom)
Si -0.0411 1.1648 34.8161 -0.0136 -0.0119 0.0057
Si 3.8553 1.1605 34.8306 0.0305 0.0101 0.0172
Si 7.7665 1.1641 34.8116 -0.0064 0.018 0.012
Si 11.5861 1.1415 34.8037 -0.0136 0.003 0.0076
Si 1.8703 7.5693 34.8636 -0.0221 0.008 0.0181
Si 5.7798 7.5699 34.8749 -0.0271 0.016 0.0153
Si 9.6929 7.5893 34.8505 0.0074 -0.0039 0.0004
Si 13.4757 7.5804 34.8343 -0.0203 0.0043 0.0007
Si 1.9336 5.247 35.2452 -0.0126 -0.2365 0.1821
Si 5.8008 5.247 35.2452 -0.0074 -0.0894 0.1773
Si 9.6679 5.247 35.2452 0.2176 -0.1557 -0.4527
Si 13.5351 5.247 35.2452 -0.3385 0.0243 0.4329
Si 0 11.6599 35.2452 0.03 0.0761 -0.2814
Si 3.8672 11.6599 35.2452 -0.3341 0.0864 0.1469
Si 7.7343 11.6599 35.2452 0.1014 0.0812 0.1002
Si 11.6015 11.6599 35.2452 0.0482 -0.2473 -0.4145
Si 0 4.664 36.482 -0.0136 -0.0251 -0.0079
Si 3.8672 4.664 36.482 0.0199 0.0225 0.0337
Si 7.7343 4.664 36.482 -0.0247 -0.0205 -0.0633
Si 11.6015 4.664 36.482 0.0488 0.1131 0.1164
Si 1.9336 11.0769 36.482 0.0671 0.0867 0.0151
Si 5.8008 11.0769 36.482 0.0327 -0.0226 -0.0775
Si 9.6679 11.0769 36.482 -0.0098 -0.0779 -0.0761
Si 13.5351 11.0769 36.482 -0.0032 -0.0953 -0.0954
Si 0 2.332 36.8942 -0.1102 0.0142 -0.117
Si 3.8672 2.332 36.8942 -0.0533 0.0082 -0.0223
Si 7.7343 2.332 36.8942 0.0915 -0.0378 -0.147
Si 11.6015 2.332 36.8942 -0.061 -0.0452 -0.235
Si 1.9336 8.745 36.8942 -0.1433 -0.0029 0.224
Si 5.8008 8.745 36.8942 0.0018 0.033 0.2949
Si 9.6679 8.745 36.8942 0.162 0.0355 0.2
Si 13.5351 8.745 36.8942 -0.1792 -0.015 0.0634
Si 1.9336 1.749 0.6188 0.0211 -0.016 -0.0543
Si 5.8008 1.749 0.6188 0.0163 -0.0315 -0.0601
Si 9.6679 1.749 0.6188 0.0022 -0.0028 -0.0226
Si 13.5351 1.749 0.6188 0.0447 -0.0177 -0.0402
Si 0 8.162 0.6188 0.0384 0.0086 0.0087
Si 3.8672 8.162 0.6188 0.0228 -0.0068 0.0102
Si 7.7343 8.162 0.6188 0.0054 0.0062 -0.0159
Si 11.6015 8.162 0.6188 -0.0118 0.044 0.0693
Si 0 5.83 1.031 0.0133 -0.0215 -0.0202
Si 3.8672 5.83 1.031 -0.0006 0.0039 0.0267
Si 7.7343 5.83 1.031 0.0291 -0.0148 -0.0085
Si 11.6015 5.83 1.031 -0.062 -0.0332 0.0344
Si 1.9336 12.2429 1.031 -0.0694 -0.0765 -0.0117
Si 5.8008 12.2429 1.031 -0.042 0.0141 0.0264
Si 9.6679 12.2429 1.031 0.0106 -0.0028 -0.0098
Si 13.5351 12.2429 1.031 -0.0077 0.0243 0.023
Si 1.9336 5.247 2.2678 -0.0777 -0.054 -0.3644
Si 5.8008 5.247 2.2678 0.1937 -0.015 -0.0664
Si 9.6679 5.247 2.2678 -0.0128 0.03 0.0516
Si 13.5351 5.247 2.2678 -0.0503 0.025 0.0555
Si 0 11.6599 2.2678 0.1479 -0.0201 -0.1533
Si 3.8672 11.6599 2.2678 -0.0114 -0.0141 -0.0276
Si 7.7343 11.6599 2.2678 0.0833 -0.0065 -0.0631
Si 11.6015 11.6599 2.2678 0.0142 -0.0085 -0.091
Si 1.9336 2.915 2.68 -0.0232 -0.0211 0.0095
Si 5.8008 2.915 2.68 -0.0355 0.0269 0.0267
Si 9.6679 2.915 2.68 0.0041 -0.0059 -0.0006
Si 13.5351 2.915 2.68 -0.0427 -0.0217 -0.0036
Si 0 9.328 2.68 -0.0425 0.039 0.0342
Si 3.8672 9.328 2.68 -0.0291 0.0641 0.057
Si 7.7343 9.328 2.68 0.0068 0.02 0.0098
Si 11.6015 9.328 2.68 0.0114 0.0339 0.0753
Si 0.7503 0.2469 27.3737 -0.0252 -0.0068 0.0028
Si 3.7219 1.1248 27.2881 -0.0078 0.014 -0.0456
Si 8.9903 0.1058 25.3552 0.0236 -0.0059 0.0319
Si 11.4 -1.5926 26.4316 -0.0055 0.0226 -0.0055
Si 0.7547 5.6671 27.2315 -0.0461 0.0075 -0.1413
Si 5.6339 6.7967 27.8444 -0.0413 -0.0181 0.0036
Si 8.6764 6.9937 27.3293 0.0168 0.0131 0.0291
Si 13.2724 6.5763 28.1536 -0.0302 -0.0218 -0.0963
Si 1.525 5.009 29.3101 -0.1209 -0.0069 0.1278
Si 4.8906 3.8569 28.0028 -0.0089 0.0034 0.0178
Si 9.1021 4.5504 25.3604 0.01 0.0007 0.0055
Si 12.6799 3.9671 29.588 0.0103 -0.0598 -0.0631
Si 0.332 10.0426 28.234 0.0104 0.031 -0.0659
Si 4.0944 9.4122 28.6915 0.1283 -0.0716 -0.0733
Si 7.3912 11.1708 28.9792 0.0158 -0.0236 0.0898
Si 11.5519 11.0965 28.8496 0.0467 -0.0019 -0.0161
Si -0.3737 3.7491 30.1402 -0.0222 0.0457 -0.0088
Si 3.5045 3.7862 29.911 0.1042 -0.1523 -0.0345
Si 7.6179 2.7912 29.2589 0.0266 -0.0243 0.0113
Si 11.863 2.0256 28.411 0.0447 0.0406 -0.0369
Si 1.9848 9.3277 29.7631 -0.0779 -0.0157 0.0883
Si 5.8529 9.7874 30.1737 0.1051 0.0766 -0.0402
Si 9.5407 10.1124 29.7094 -0.1262 -0.078 -0.0055
Si 13.6396 10.0248 29.5845 0.0396 -0.0194 0.0124
Si -0.0198 1.4035 30.2916 0.0409 -0.0006 -0.0535
Si 3.7007 1.3901 30.3618 0.0657 0.0129 -0.0344
Si 7.5725 0.5724 30.1237 -0.0359 0.023 -0.0833
Si 11.531 0.3928 30.0596 0.0282 0.0337 -0.0643
Si 1.8332 7.0959 30.5101 0.0191 0.0748 -0.0069
Si 5.9069 7.4943 30.7296 -0.2841 0.0112 -0.1096
Si 9.5133 7.7337 30.2414 0.0004 0.0089 -0.0337
Si 13.5319 7.7052 30.2013 -0.0283 0.0889 0.0311
Si 1.839 0.5244 31.4988 -0.0401 -0.0272 -0.0295
Si 5.6743 0.605 31.5407 -0.0041 0.0167 0.02
Si 9.5756 0.4566 31.4263 -0.0123 0.0517 0.0371
Si 13.5037 0.5287 31.4041 -0.0009 -0.0072 -0.0072
Si -0.1704 7.0117 31.6807 0.0838 -0.0805 -0.0136
Si 3.8302 6.9828 31.7609 0.0895 -0.0268 -0.0292
Si 7.8593 6.9635 31.7733 0.1639 -0.0628 -0.0275
Si 11.5618 7.0816 31.3783 -0.0558 -0.0286 -0.0129
Si -0.1117 4.7146 32.2162 0.0457 0.0619 -0.064
Si 3.909 4.6749 32.0426 -0.0228 0.0425 0.037
Si 7.8045 4.6003 31.9943 -0.0791 -0.01 -0.0256
Si 11.6959 4.6851 31.7465 0.0597 0.0393 0.0025
Si 1.9042 10.9006 31.7592 0.0172 -0.0109 -0.022
Si 5.6539 11.1066 32.0793 0.0052 -0.0211 -0.0233
Si 9.5999 11.0037 31.9312 0.0213 -0.0363 -0.0203
Si 13.6151 11.0334 31.7973 0.0123 -0.0037 0.0303
Si 1.9319 4.052 33.2046 0.0407 0.0041 0.0365
Si 5.8508 4.0481 33.2178 0.0299 -0.0082 -0.0156
Si 9.7814 4.0416 33.1055 0.0007 0.0065 -0.0176
Si 13.427 4.054 33.2596 -0.0886 -0.018 -0.0553
Si 0.007 10.497 33.1433 0.0032 0.0271 -0.0007
Si 3.7446 10.4761 33.2187 -0.0283 0.0308 -0.0008
Si 7.6736 10.5028 33.1999 -0.0464 0.0009 0.0472
Si 11.6219 10.4905 33.0946 0.0284 0.0439 0.0388
Si 1.9053 1.6938 33.5861 -0.0106 0.0115 -0.0065
Si 5.8132 1.7287 33.6145 -0.0219 -0.0165 -0.0213
Si 9.6865 1.7036 33.4897 0.0213 -0.0213 -0.0033
Si 13.4845 1.7038 33.5199 0.0062 -0.023 0.0254
Si -0.0664 8.2156 33.6641 0.0271 -0.0008 0.0271
Si 3.8132 8.1933 33.7307 0.0008 -0.0269 0.0047
Si 7.7281 8.1964 33.7296 -0.0101 0.0384 0.0254
Si 11.576 8.159 33.5198 0.0133 0.0058 -0.0231
Si 0 2.332 3.9167 0.0596 0.0586 0.0845
Si 3.8672 2.332 3.9167 0.0999 -0.2406 -0.2646
Si 7.7343 2.332 3.9167 0.1375 0.1297 0.2571
Si 11.6015 2.332 3.9167 -0.0009 -0.0149 -0.1519
Si 1.9336 8.745 3.9167 -0.0397 0.2822 0.1201
Si 5.8008 8.745 3.9167 0.2051 0.0004 0.084
Si 9.6679 8.745 3.9167 -0.1345 0.0621 0.1876
Si 13.5351 8.745 3.9167 0.071 0.0989 0.0882
Si 1.9238 6.4284 4.2728 -0.004 -0.0033 -0.0217
Si 5.857 6.4225 4.3188 0.0083 -0.0556 -0.0281
Si 9.6598 6.4219 4.3321 -0.0027 -0.0195 -0.0338
Si 13.5269 6.4274 4.334 -0.0109 -0.0284 -0.0414
Si 0.0462 12.8114 4.3152 0.0156 0.0479 0.0381
Si 3.8914 12.8199 4.3273 0.025 0.0216 0.0112
Si 7.7664 12.8211 4.3305 0.0069 0.0041 0.0038
Si 11.6204 12.8223 4.3201 0.0024 0.0061 0.0148
Si 0.0224 5.8782 5.5282 -0.0069 0.0313 0.0355
Si 3.8701 5.7992 5.3944 -0.0049 0.0175 0.0225
Si 7.7689 5.8561 5.6371 0.0068 0.0608 0.0373
Si 11.584 5.8599 5.5711 0.0192 0.0512 0.005
Si 1.9759 12.2615 5.5949 0.0024 -0.0443 -0.0595
Si 5.8379 12.1892 5.5305 -0.0289 -0.0058 -0.0095
Si 9.702 12.2139 5.5665 0.0198 -0.011 -0.0133
Si 13.5773 12.233 5.5066 -0.0276 -0.0572 0.0118
Si 0.0425 3.5567 5.9693 -0.0559 -0.0378 -0.0686
Si 3.8921 3.5235 5.9184 0.0957 -0.0294 -0.0446
Si 7.7905 3.5197 6.0227 -0.0228 -0.0324 -0.1143
Si 11.635 3.5477 5.9295 -0.0542 0.0099 -0.045
Si 1.958 9.9204 6.016 0.0066 0.0272 0.0501
Si 5.8485 9.8707 6.0114 0.0079 0.0004 0.0055
Si 9.6385 9.8841 6.0238 -0.0413 0.0135 0.0139
Si 13.5274 9.8975 5.9995 -0.0067 0.0443 0.0319
Si 1.9982 2.9634 7.1593 -0.0103 -0.0493 0.0251
Si 5.8049 2.8943 7.1451 -0.0823 0.001 0.0483
Si 9.7808 2.9369 7.2116 0.0298 -0.0048 0.0855
Si 13.5451 2.9888 7.1518 0.0801 -0.0273 0.1155
Si 0.0003 9.472 7.3012 0.0317 -0.0938 -0.0334
Si 3.9266 9.2314 7.2077 -0.0049 -0.0372 -0.0162
Si 7.7343 9.3673 7.3977 0.0067 -0.0448 -0.0045
Si 11.5672 9.2759 7.2349 0.0133 -0.0971 -0.0698
Si 0.0676 7.1064 7.5517 -0.0283 0.0594 0.009
Si 3.9336 6.8562 7.4392 -0.0293 0.0471 0.0381
Si 7.7848 6.9305 7.8049 -0.0006 0.0397 0.0092
Si 11.5145 6.9223 7.7031 -0.0405 0.0201 0.0356
Si 2.0168 13.4728 7.6397 0.208 0.068 -0.1567
Si 5.8863 13.4182 7.5199 0.0205 0.0241 -0.0314
Si 9.782 13.4642 7.565 -0.0828 -0.0185 -0.0761
Si 13.6704 13.4951 7.4768 -0.1464 0.0502 -0.1841
Si 2.018 6.4955 8.7394 0.019 0.0134 -0.0125
Si 5.7695 6.073 8.7283 -0.0023 -0.0493 0.0131
Si 9.6489 6.1208 9.1029 0.0145 -0.0366 0.0202
Si 13.5903 6.5175 8.7042 0.07 -0.0509 0.0383
Si 0.0594 13.0881 8.8428 -0.049 -0.1263 0.4087
Si 3.997 12.7982 8.7652 0.0644 -0.0793 0.0027
Si 7.8198 13.1488 8.8229 -0.0117 -0.0823 0.0577
Si 11.7754 12.9125 8.696 -0.0629 -0.1473 -0.1701
Si 2.0706 4.1763 9.1684 0.0256 0.0888 0.0628
Si 5.8454 3.6818 9.3737 -0.0689 0.0961 0.0049
Si 9.6728 3.7254 9.4686 0.0661 0.0499 0.051
Si 13.7143 4.2195 9.1748 -0.1068 0.1065 0.0988
Si -0.0968 10.7796 9.3369 -0.0578 0.0829 -0.1776
Si 3.8041 10.5007 9.1836 -0.0993 0.0074 0.0138
Si 9.8094 10.4967 10.554 -0.2203 -0.0412 0.1983
Si 11.6435 10.6159 9.1495 0.0469 0.0441 -0.114
Si 0.162 3.7276 10.3832 -0.0827 -0.0893 0.0383
Si 3.78 3.4871 10.6162 0.0643 -0.0616 -0.1652
Si 7.7923 2.4339 10.0854 0.0893 0.0379 0.046
Si 11.37 3.3614 11.2092 -0.0791 0.1093 -0.3656
Si 1.8791 10.7099 10.5274 0.2277 0.0201 0.1168
Si 6.3557 10.1451 11.1214 0.0048 -0.0016 -0.0029
Si 7.8216 10.7858 9.3958 -0.0003 0.0509 -0.0332
Si 13.4072 10.6263 10.6396 0.009 0.1189 0.2683
Si -0.4671 1.4816 10.8938 -0.0501 0.0554 -0.0932
Si 3.487 0.3991 11.0356 -0.0823 0.0353 0.1222
Si 7.9671 2.0083 12.3855 0.0634 0.0346 -0.0948
Si 12.7129 0.7252 10.7486 0.1111 0.2356 0.3658
Si 2.3669 8.0003 11.6073 -0.0028 -0.0115 -0.0081
Si 5.3915 7.4818 11.5195 -0.0048 -0.0165 0.0115
Si 10.2347 7.6241 11.8835 0.0196 -0.0445 -0.0019
Si 13.3373 7.8108 11.6445 -0.0158 -0.0938 -0.0093
O 13.0584 12.0595 11.47 -0.01 -0.0438 -0.1709
O 6.4304 14.3913 12.6766 -0.0507 -0.0137 0.0226
O 2.1638 0.8693 26.8226 0.0042 -0.0061 0.0015
O 9.9431 -1.1622 25.7695 0.0061 -0.0034 0.0047
O 14.4268 7.0425 12.5614 -0.0565 0.0324 -0.0428
O 6.5892 8.5748 11.5599 -0.0096 0.0024 -0.0031
O -0.8033 6.2271 27.3412 0.0291 0.0034 0.0392
O 7.0637 7.3209 27.191 -0.0172 0.0043 -0.0048
O 0.2282 4.8995 11.5532 0.0021 -0.0419 -0.0048
O 11.0093 12.1042 13.818 0.0143 0.0068 -0.0066
O 6.4187 10.9076 12.5632 0.0228 0.0009 -0.0168
O 17.6335 -0.5992 11.2016 -0.0681 -0.0528 -0.1236
O 1.838 9.5456 11.7146 -0.0282 0.0082 -0.0203
O 8.3471 3.409 13.1593 -0.0402 0.0254 0.0428
O 10.549 5.5176 14.8617 0.0079 -0.0057 -0.0192
O 11.1442 4.1077 12.652 0.0658 0.0098 0.074
O 1.5805 6.9992 12.6136 0.003 0.002 -0.0118
O 3.9373 7.9994 12.0332 0.0056 -0.0003 -0.007
O 15.5289 13.8069 12.4087 0.0085 -0.0497 0.0497
O 9.5019 7.3907 13.311 -0.0012 0.0166 -0.0394
O 9.0198 13.7709 13.0345 0.005 -0.046 0.0205
O 9.6333 11.7081 11.6536 0.0431 -0.0022 -0.0247
O 4.3719 12.8453 12.3581 0.0435 0.0002 -0.0239
O 3.8949 4.4551 11.9534 0.0079 0.0537 0.0827
O 4.7538 0.1298 26.4935 -0.0185 0.0197 0.0079
O 5.0413 10.551 25.3267 0.001 0.0192 0.0126
O 10.0659 3.361 25.9177 -0.0058 0.0281 -0.0212
O 4.1365 2.7067 27.0599 -0.0199 -0.0559 0.0195
O 0.2351 13.8636 28.6928 -0.0298 0.0103 0.0483
O 1.6447 6.8654 26.5062 -0.0009 0.0151 0.006
O 3.7406 -2.8649 23.024 -0.0095 0.0038 -0.002
O 7.45 12.488 24.9549 -0.0056 0.0001 -0.01
O 11.6771 9.7001 25.9019 -0.0133 -0.0006 0.0202
O 4.5323 8.0319 27.7952 0.0091 -0.0068 0.0472
O 12.2678 7.4886 27.2263 0.0346 -0.0134 0.0424
O 13.0744 1.5437 27.3784 -0.0245 -0.0108 0.0542
O 15.093 0.3338 26.1968 0.025 -0.0031 0.0117
O 0.7376 4.2414 26.3881 -0.0013 0.0276 0.0454
O 9.6612 8.1342 26.6573 0.0109 -0.0008 -0.0087
O 12.5775 -0.5931 25.8447 0.005 0.0195 0.0074
Si 8.7642 9.7002 19.5122 -0.0026 -0.004 0.0029
Si 5.843 7.3906 23.3569 0.0032 -0.0022 -0.0004
Si 5.1743 -1.4373 26.7369 0.068 -0.0305 -0.0024
Si 3.0569 -2.226 21.6849 0.0129 0.008 0.0181
Si 2.291 5.4745 21.2521 -0.0064 -0.0184 0.0231
Si 9.5166 12.2259 13.1929 -0.0167 0.0459 0.0206
Si 9.2805 6.5229 14.6663 -0.0163 -0.0274 0.03
Si 3.927 2.283 15.8262 0.0105 -0.0002 0.0075
Si 3.6194 3.41 23.372 -0.0008 0.0107 0.007
Si 12.8163 -0.7015 19.4061 0.0109 0.0038 -0.017
Si 14.1794 2.662 23.692 0.0114 0.0199 0.0132
Si 11.2357 8.1467 26.1442 0.001 0.0096 0.0031
Si 4.0376 9.4881 24.566 0.0068 -0.0265 -0.0155
Si 9.8652 2.3821 27.2174 0.0383 -0.0333 0.0604
Si 11.0182 14.4173 18.9646 0.0153 0.0142 -0.0217
Si 4.8454 5.1304 13.0982 -0.0161 -0.011 -0.0143
Si 7.415 4.1488 14.2641 0.0399 -0.0126 -0.0092
Si 0.5634 6.7298 23.3284 -0.0059 -0.0414 0.0304
Si 13.5203 0.739 26.0373 -0.0263 -0.0066 0.0105
Si 6.5999 4.5135 23.8389 -0.0068 -0.0086 -0.0004
Si 8.9019 12.7068 19.9831 0.0022 0.0083 0.0132
Si 15.1753 8.1541 16.1355 -0.0076 -0.0121 -0.022
Si 6.5705 13.9038 21.0374 -0.0044 -0.0031 0.0046
Si 5.5088 9.2165 16.3685 0.0024 -0.0046 -0.0172
Si 11.9802 2.1586 16.378 -0.0057 0.0212 -0.044
Si 11.588 4.4554 14.1931 0.0195 -0.0083 0.0664
Si 1.345 8.3232 25.7888 -0.0136 -0.004 0.0264
Si 14.6032 7.7217 19.0933 0.0022 0.0051 -0.0224
Si -0.4104 13.1772 13.8326 0.0193 0.0246 0.0398
Si 4.0778 0.5077 22.3811 0.0029 0.0063 0.0063
Si 5.2625 13.6112 13.4866 0.0258 0.0076 0.0176
Si 4.9201 6.6341 20.4253 0.0031 -0.0044 0.0142
Si 7.4363 5.1761 19.1064 -0.0008 0.0005 -0.0244
Si 12.2583 12.5662 14.7465 -0.0172 -0.0178 0.0213
Si 12.6732 1.4436 21.4262 0.0021 0.008 0.0154
Si 2.8452 7.9465 16.7091 0.0017 -0.016 -0.0166
Si 6.6318 12.446 23.5372 0.0032 -0.0072 0.0115
Si 1.2633 1.1591 16.5022 0.0345 0.0055 -0.0301
Si 8.0194 7.694 17.229 0.0067 -0.0043 -0.0212
Si 7.6523 9.7315 22.2271 -0.0114 0.001 0.0253
Si 6.2686 3.6376 16.8107 -0.0061 -0.0162 -0.034
Si -0.7499 15.9819 17.3407 -0.0005 0.0162 -0.0401
Si 9.9239 14.0413 22.5171 -0.0054 0.0085 0.0101
Si 3.9046 5.2313 15.8461 -0.0053 -0.0284 0.0179
Si 14.409 5.3722 15.0962 -0.0142 -0.0047 0.0251
Si 15.7251 6.0578 12.6762 0.0153 -0.0212 -0.0133
Si 0.0699 11.6737 17.9989 -0.0108 0.0057 -0.0298
Si 1.1371 3.9458 24.8355 0.0029 0.0103 -0.0101
Si 13.5167 5.3674 22.5522 -0.01 -0.004 0.0156
Si 4.2298 9.2656 18.9931 -0.0035 0.0009 -0.0096
Si -0.9066 10.7449 15.1827 -0.0105 0.0061 0.0159
Si 10.3089 8.8228 21.8076 -0.0003 -0.0127 0.0164
Si 10.7878 6.4314 23.5179 0.0067 -0.0217 0.0068
Si 0.3803 9.8359 20.5184 -0.0067 0.003 -0.0128
Si 8.1303 3.5449 21.3209 -0.002 -0.008 0.0198
Si 6.7909 11.2027 14.1299 0.0122 0.0266 0.0091
Si 14.987 4.8003 19.8811 -0.0064 -0.0049 0.0053
Si 12.9393 9.4907 20.7041 -0.0133 0.0064 -0.0045
O 7.5032 9.658 20.5859 0.0053 0.0049 -0.0152
O 0.3837 8.292 19.9872 0.0013 0.0003 0.0082
O 9.0728 7.4674 15.9877 -0.0103 0.0101 0.0085
O 15.4185 10.9268 16.5624 0.0012 -0.0038 0.0194
O 9.9744 7.3837 22.4846 0.004 0.0059 -0.0055
O 0.2417 5.2886 14.1164 -0.0146 0.0222 -0.037
O 8.4419 9.0334 18.0713 0.0014 0.0096 0.0109
O 14.3554 6.8302 15.7494 0.0217 -0.0013 -0.0076
O 7.1624 0.8328 22.5645 -0.0033 -0.0052 -0.0029
O 11.3841 7.3058 24.7592 -0.0052 0.0071 0.0098
O 0.6674 10.8036 19.2307 0.0051 -0.0021 0.0098
O 6.0976 5.6466 19.914 -0.0012 -0.0016 0.0063
O 3.1953 3.7535 15.8189 0.0155 -0.0007 -0.0076
O 1.6817 6.7397 22.1262 -0.0006 0.0066 0.0044
O 2.9961 -0.6073 21.9077 -0.0037 -0.0032 -0.0021
O 9.0079 1.0731 26.678 -0.0172 -0.0172 -0.0212
O 11.8898 9.2364 21.9371 0.0116 0.0079 -0.0119
O 9.2649 9.8607 22.5479 0.0116 -0.0066 -0.003
O 8.5735 4.6097 20.1551 -0.0033 0 -0.0002
O 6.5098 7.9508 16.6551 -0.0088 0.0011 0.0063
O -0.2267 11.5468 13.9268 -0.0038 -0.0044 -0.0203
O 5.1692 9.9703 17.8181 -0.0063 0.0032 0.0163
O 0.2851 2.7286 24.149 -0.0023 0.0054 -0.0001
O 7.4282 3.3522 15.6865 -0.0269 0.0246 -0.0043
O 14.6412 8.4736 17.65 -0.0075 -0.0025 0.0268
O 13.5345 2.1217 16.9072 -0.0088 -0.0011 -0.0021
O 1.345 8.1187 16.0982 -0.0012 0.0056 0.0072
O 2.7231 3.6193 24.716 0.0059 -0.0017 -0.0042
O 5.021 -0.0964 23.5902 0.0113 0.0049 -0.0151
O 8.4269 11.4145 14.1383 -0.0098 -0.0098 -0.0211
O 11.5984 13.4763 15.9137 0.0079 0.0101 0.0068
O 3.8123 -2.598 20.2606 0.0044 -0.0017 -0.01
O 13.09 5.0695 14.1956 0.0096 0.0015 -0.0039
O 7.9072 5.6714 14.4811 -0.0061 -0.0013 -0.0105
O 7.623 3.9347 24.9825 0.0075 0.0093 0.0046
O 4.8328 8.0782 24.4247 -0.0129 0.0103 0.0062
O -0.9835 6.6678 22.8021 0.0098 0.0036 0.0039
O 4.0527 8.6529 15.8189 0.0064 0.0096 0.0108
O 2.9189 8.6393 18.2029 -0.0003 0.0097 0.0172
O 3.06 4.3896 22.2005 0.001 0.0055 -0.0167
O 6.393 6.0935 24.165 0.0027 0.0038 0.0009
O 5.4128 5.0037 16.4584 0.0046 0.0035 0.0054
O 11.0643 2.5694 17.6681 -0.0014 -0.0077 0.0219
O 9.2189 11.2642 19.2968 -0.001 -0.0037 -0.0018
O -0.6907 6.1251 18.9501 0.0025 0.0135 0.0036
O 4.9707 13.6787 21.0477 0.0046 -0.0003 -0.0033
O 13.9794 2.0977 22.1626 -0.0089 -0.0108 -0.0134
O 9.4439 14.0637 19.2328 -0.0019 -0.0073 -0.005
O 9.338 2.6567 21.9737 -0.0008 0.0022 0.0038
O 9.9599 8.8142 20.2063 0.0004 0.0086 -0.0098
O 3.3801 1.8698 22.8968 -0.0014 -0.0061 0.0001
O 11.9116 2.246 20.1877 -0.0033 -0.0041 -0.0015
O 5.967 12.5616 14.5166 -0.0103 -0.0012 -0.0242
O 3.946 5.7655 14.2985 0.0077 -0.0018 -0.0155
O -1.5735 4.7745 21.0868 0.0086 -0.0029 -0.0139
O -1.0841 10.0804 21.2282 0.0029 -0.0055 0.0041
O 4.8666 10.2229 10.4433 0.0395 0.0161 -0.0157
O 4.3481 14.6524 14.3208 -0.0103 0.0017 0.0001
O 9.8093 5.2527 24.0699 -0.0059 0.0121 0.0024
O 2.6887 9.2064 25.4594 0.0053 0.0079 0.0057
O 1.0646 12.9027 17.6958 -0.001 -0.0075 0.003
O 11.6332 3.14 15.1421 0.0012 -0.0045 0.0078
O 14.5326 4.4156 16.3704 -0.0022 0.0022 -0.0026
O 5.1882 3.6939 23.7495 0.0001 -0.0006 0.0005
O 7.2729 12.8368 20.0321 0.0066 0.0065 -0.0037
O 13.2088 8.1015 19.8729 0.0035 0.0062 0.0053
O 14.6447 3.5357 18.9216 0.0031 0.0002 0.0183
O 0.7326 2.5675 17.0923 -0.0054 -0.0056 0.0149
O 3.1234 6.3265 16.7584 -0.0027 0.0153 0.0032
O 5.0493 6.9004 22.027 -0.0058 0.0053 -0.0071
O 5.083 8.0194 19.6006 -0.0009 0.0086 0.0016
O 13.1733 12.8363 20.8354 -0.0026 -0.0101 0.0033
O 6.981 15.4134 20.6586 -0.0001 -0.0007 -0.0075
O 16.5209 4.7471 20.4608 0.0022 0.0001 -0.0068
O 7.028 3.8864 18.2017 0.0034 0.0073 0.0064
O 0.8273 5.333 24.0806 -0.0006 0.024 -0.03
O 13.3769 1.7193 24.7462 -0.0085 -0.0145 0.0259
O 3.418 6.0149 20.198 -0.0046 0.0005 -0.0028
O 2.8723 1.1783 16.3353 -0.0371 -0.002 0.0105
O 0.6622 8.0111 24.3296 -0.0029 0.0028 -0.0054
O 14.6483 9.1552 14.9577 0.0039 -0.009 0.0077
O 5.2306 2.3678 16.8243 -0.0015 0.0204 -0.0117
O 12.3287 10.5989 19.6706 0.0045 -0.0055 0.0075
O 6.2721 10.1136 15.2319 -0.0067 -0.0008 -0.009
O 7.0477 8.3968 22.9297 0.0021 -0.0014 -0.0039
O 9.5625 12.7981 21.4926 -0.0025 -0.0107 -0.0076
O 13.639 4.2062 23.7023 0.0016 -0.007 0.0034
O 11.9746 5.8238 22.6014 -0.006 0.0097 0.0004
O 6.8653 11.0155 22.806 -0.0013 0.0043 -0.006
O 11.6344 12.9358 18.6616 -0.0027 -0.0129 0.0063
O 1.5269 10.0592 21.6288 -0.0094 -0.004 0.0043
O 0.4968 0.9361 15.0678 -0.0171 -0.0113 -0.0099
O 11.5463 14.1344 22.5843 -0.0043 -0.0009 0.0019
O 8.0491 6.3854 18.2065 -0.0005 -0.0023 0.0119
O 13.4427 13.4811 14.0322 0.0091 0.0037 -0.0214
O 9.5481 13.728 24.0607 0.0005 0.0044 -0.0148
O 7.3877 4.4423 22.436 0.0049 0 -0.0088
O -1.3914 -0.6156 18.4096 -0.0072 -0.0013 0.0184
O 13.6296 20.2794 10.0821 -0.0202 0.0097 0.0014
O 13.007 11.2382 15.3464 0.0045 0.0138 -0.015
O 4.0292 10.7201 27.692 0.0099 -0.063 0.0837
O 2.1172 7.4817 10.077 0.0105 -0.0158 -0.0068
O 15.8217 -3.672 26.8148 0.0081 -0.012 0.0009
O 11.669 1.766 11.5443 0.1477 -0.0854 -0.0045
O -10.2475 6.98 9.9985 0.0216 -0.0305 -0.0176
O 5.0701 5.3443 27.2508 0.0155 0.0678 0.0248
O 5.8739 -8.7626 13.7405 0.016 0.0103 0.0163
O 9.6654 6.6796 10.6759 -0.0065 0.0215 -0.0232
O 8.9545 5.5998 26.5774 -0.0193 -0.0182 -0.0078
O 0.9142 11.514 27.798 -0.0243 -0.021 0.0102
O -6.3274 6.8284 28.8853 0.0094 0.0242 0.0126
O 3.8618 13.5144 28.8587 -0.0241 0.0753 0.1096
O 5.9261 6.4585 29.4122 0.0196 0.0434 0.0503
O 13.4761 9.4389 11.7934 -0.0044 0.0366 -0.0879
O 5.8379 6.2481 12.4599 -0.0055 0.005 -0.0362
O 12.6326 4.0856 10.4538 -0.0534 -0.188 0.0554
O 7.6644 3.7889 30.5512 0.0354 0.0622 0.0763
O 11.8343 7.3527 12.0786 0.0209 0.0316 -0.0118
O 3.2023 14.8486 11.1545 -0.025 0.0131 0.0032
O 8.9789 15.9149 28.3979 -0.0251 0.0109 0.0053
O 9.9177 -3.6754 11.4762 0.0282 0.0709 -0.0514
O -3.0224 5.1848 28.4608 -0.0137 -0.047 0.0297
O 6.6748 11.274 27.4468 -0.0756 -0.0018 -0.049
O 6.369 16.0498 28.3026 0.0005 -0.0018 0.027

Results
free energy: -262373.595 eV
free energy less fixed offsets of O -568.88, Si -635.61 eV per atom: -5.015 eV

The program warned: the cutoff lies below the one the program advises for these potential files; the forces do not sum to zero within the program's tolerance; the exchange-correlation potential is rough where the density is thin.
